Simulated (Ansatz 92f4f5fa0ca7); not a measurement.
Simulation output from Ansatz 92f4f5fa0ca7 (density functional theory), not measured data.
Periodic cell of 234 atoms, Si146O88, from a study of silicon, its oxide and their interface. The atomic structure is a simulated model.

Settings: functional PBE; potential files Ansatz PAW; basis plane waves; wave-function cutoff 700 eV; density cutoff ratio 5; exchange-correlation grid ratio 1; k mesh 2 x 2 x 1, shifted by 0.5 0.5 0.5 of a step; self-consistency stop 5e-08 eV per atom in the density residual; occupations fixed; spin none; net charge 0.

Cell vectors (angstrom)
a	11.6015	0	0
b	0	10.938	0
c	0	0	32.8101

Atoms and the computed forces on them: element, x, y, z (angstrom), force x, y, z (eV/angstrom)
Si	-0.2334	0.0623	23.9678	-0.0844	-0.0624	0.0262
Si	3.8543	0.1039	24.0163	0.0091	-0.0079	-0.0086
Si	7.779	-0.0911	24.3943	0.1141	-0.0168	-0.0814
Si	1.8322	1.3394	23.9453	0.0179	0.0114	-0.0188
Si	5.9109	1.3157	24.0786	0.0892	0.0452	0.0176
Si	9.5271	1.4683	24.2996	-0.1058	0.0169	-0.0619
Si	0.2712	5.5948	24.0646	0.0879	-0.0653	0.0349
Si	3.8574	5.4446	24.3331	-0.1048	-0.042	-0.0381
Si	7.8313	5.3689	24.1124	0.005	0.0098	-0.0498
Si	2.1425	7.0501	24.1768	0.0525	-0.0108	-0.0981
Si	5.8652	6.6329	23.9721	-0.0147	0.06	0.0252
Si	9.7761	6.7239	24.1012	-0.076	0.0347	-0.016
Si	1.9043	2.6838	25.9899	-0.046	-0.0705	-0.0385
Si	5.83	2.6878	26.0474	0.0174	-0.0369	-0.0162
Si	9.7206	2.8582	26.143	0.039	-0.0703	-0.0097
Si	0.077	4.1948	26.026	0.0327	0.0545	-0.0174
Si	3.8758	4.019	26.1763	0.0197	0.0945	-0.0106
Si	7.7375	4.0994	26.0994	-0.0472	0.0384	-0.0197
Si	1.9661	8.3846	26.0685	-0.012	-0.0778	0.0121
Si	5.7746	8.1384	25.9176	-0.0516	-0.0569	-0.0175
Si	9.7371	8.1142	26.0657	0.0508	-0.0546	-0.0422
Si	-0.0347	9.6427	25.9744	-0.0409	0.0482	-0.0153
Si	3.9351	9.6758	26.0023	0.0717	0.042	-0.0127
Si	7.7479	9.4019	26.1825	-0.0099	0.0796	-0.0036
Si	0.0051	0.0013	27.9648	-0.004	-0.0274	-0.0069
Si	3.8983	0.021	27.9817	0.0078	-0.0451	0.0183
Si	7.7609	-0.0171	27.9974	-0.0157	-0.0429	-0.0018
Si	1.939	1.3591	27.9571	-0.0224	0.038	0.0316
Si	5.8356	1.3507	27.9916	-0.0201	0.034	-0.0095
Si	9.6928	1.3698	27.9871	0.0104	0.0488	0.0011
Si	0.0464	5.4911	27.993	0.0126	-0.0344	-0.0028
Si	3.855	5.4768	28.0172	0.0153	-0.0398	0.0022
Si	7.7207	5.4996	27.989	-0.018	-0.0378	0.0254
Si	1.9503	6.8891	27.95	-0.0063	0.0413	-0.0064
Si	5.7753	6.8446	27.936	0.0047	0.0374	-0.0035
Si	9.6964	6.8039	28.0082	0.0116	0.0388	0.0185
Si	1.9336	2.7345	29.9109	-0.0098	-0.0807	-0.1242
Si	5.8008	2.7345	29.9109	0.0984	0.0335	-0.013
Si	9.6679	2.7345	29.9109	-0.0219	0.0017	0.0496
Si	0	4.1018	29.9109	0.1415	0.014	-0.011
Si	3.8672	4.1018	29.9109	-0.0775	0.0249	0.259
Si	7.7343	4.1018	29.9109	-0.0501	0.0785	0.0015
Si	1.9336	8.2035	29.9109	0.0498	0.0726	0.0177
Si	5.8008	8.2035	29.9109	-0.0627	0	-0.2582
Si	9.6679	8.2035	29.9109	0.022	-0.003	0.0786
Si	0	9.5708	29.9109	-0.0002	-0.0065	-0.1096
Si	3.8672	9.5708	29.9109	-0.0007	0.0346	-0.0158
Si	7.7343	9.5708	29.9109	0.0638	-0.011	0.2305
Si	0	0	31.8445	0.0046	0.0119	-0.0262
Si	3.8672	0	31.8445	-0.0046	0.0399	0.0083
Si	7.7343	0	31.8445	-0.0124	-0.0402	0.0216
Si	1.9336	1.3673	31.8445	0.0185	0.0306	-0.0593
Si	5.8008	1.3673	31.8445	-0.0145	-0.0219	0.0319
Si	9.6679	1.3673	31.8445	-0.0067	0.0212	0.0316
Si	0	5.469	31.8445	0.0013	-0.0183	0.0024
Si	3.8672	5.469	31.8445	-0.0005	-0.0683	0.0367
Si	7.7343	5.469	31.8445	0.0206	-0.0097	-0.0058
Si	1.9336	6.8362	31.8445	-0.0031	-0.0135	-0.0357
Si	5.8008	6.8362	31.8445	0.0157	-0.0317	-0.0216
Si	9.6679	6.8362	31.8445	0.0041	-0.0122	0.03
Si	1.9336	2.7345	0.9679	-0.0375	-0.0006	-0.1601
Si	5.8008	2.7345	0.9679	0.012	-0.0543	0.11
Si	9.6679	2.7345	0.9679	0.0896	0.0021	0.067
Si	0	4.1018	0.9679	-0.0561	0.0663	-0.034
Si	3.8672	4.1018	0.9679	0.0784	0.0279	0.0314
Si	7.7343	4.1018	0.9679	-0.1021	-0.0063	0.0089
Si	1.9336	8.2035	0.9679	0.0367	-0.0101	0.0183
Si	5.8008	8.2035	0.9679	-0.0529	0.0808	-0.1897
Si	9.6679	8.2035	0.9679	-0.0822	-0.0293	0.11
Si	0	9.5708	0.9679	-0.0532	0.001	-0.0556
Si	3.8672	9.5708	0.9679	0.0511	0.0024	0.0905
Si	7.7343	9.5708	0.9679	0.0563	0.0317	0.0376
Si	-0.0004	-0.0187	2.9061	-0.0034	-0.0443	-0.0128
Si	3.8741	0.0054	2.9147	-0.0077	-0.0301	-0.0062
Si	7.7665	0.0172	2.8934	0.0023	-0.0313	-0.012
Si	1.9378	1.339	2.8577	-0.006	0.0369	0.0044
Si	5.8223	1.3565	2.919	-0.0045	0.0376	-0.0312
Si	9.6778	1.3837	2.9183	-0.032	0.0326	-0.0003
Si	-0.0283	5.4995	2.8835	0.0085	-0.0368	-0.0195
Si	3.8736	5.4636	2.906	0.0058	-0.0334	0.0009
Si	7.6846	5.4745	2.8947	0.0121	-0.032	0.0037
Si	1.9379	6.8131	2.8875	0.0163	0.0345	-0.0107
Si	5.7829	6.8671	2.8938	0.0129	0.0387	-0.0018
Si	9.6163	6.8284	2.916	-0.0058	0.036	-0.0151
Si	1.9063	2.7436	4.7297	0.0228	-0.067	0.0209
Si	5.7828	2.664	4.8967	0.0133	-0.0669	0.0306
Si	9.5979	2.8181	4.817	-0.0328	-0.0464	0.0068
Si	-0.0169	4.0965	4.7673	-0.0003	0.0409	0.0284
Si	3.8956	4.047	4.8105	0.0114	0.063	0.0187
Si	7.6776	4.1695	4.8647	0.0196	0.0681	0.0101
Si	1.9919	8.1169	4.8486	0.0178	-0.0528	0.0252
Si	5.8287	8.3621	4.7387	0.0028	-0.0823	-0.0044
Si	9.6209	8.147	4.8885	-0.0816	-0.0491	0.0167
Si	-0.0053	9.4085	4.7491	0.0285	0.0766	0.0119
Si	3.8318	9.618	4.8843	-0.0389	0.0566	0.029
Si	7.783	9.6845	4.8767	0.0578	0.039	0.0068
Si	-0.2481	-0.0437	6.5047	0.0152	0.0097	0.0641
Si	3.5581	-0.0199	6.904	-0.0216	-0.0174	0.0057
Si	7.6471	0.1038	6.8828	0.0646	-0.0217	-0.0257
Si	1.6911	1.3312	6.5888	-0.1327	0.0503	-0.0072
Si	5.6395	1.3389	6.9481	-0.035	-0.0133	0.0155
Si	9.6493	1.495	6.7642	0.093	-0.0075	-0.0024
Si	0.0986	5.4014	6.7239	0.0052	0.0153	0.061
Si	4.1534	5.4299	6.711	0.1184	-0.0017	0.0379
Si	7.7447	5.5782	6.8275	-0.1098	-0.0618	-0.0269
Si	2.1267	6.611	6.7245	-0.0574	0.0692	-0.0186
Si	5.9006	7.0222	6.6191	-0.0763	0.0012	0.0949
Si	9.8299	6.8059	6.8907	0.0429	0.035	-0.0056
O	5.8127	2.3304	8.2828	-0.0182	0.0544	-0.0084
O	2.2784	7.4016	8.1635	-0.0044	0.0158	-0.022
O	5.7461	8.0006	7.9764	0.0388	0.0314	-0.0149
O	11.6356	4.5511	8.1589	0.0097	-0.0507	-0.0123
O	7.598	9.9783	8.1743	-0.0145	-0.0358	0.0033
O	10.1894	7.6803	8.2727	-0.0177	0.0601	0.0029
O	2.9019	9.9964	8.16	0.0434	-0.0743	0.0332
O	10.293	2.2641	8.1335	-0.0109	0.0527	0.0092
O	7.3028	4.5766	8.0983	-0.0087	-0.0242	-0.0083
O	4.5687	4.6518	8.149	0.0215	-0.0204	-0.0253
O	-0.7118	10.2221	7.9667	0.0416	-0.0865	0.0208
O	1.4307	2.3006	7.9181	-0.0319	0.0004	-0.0207
O	2.4316	7.8267	22.71	-0.0171	0.0381	0.0003
O	1.8877	2.2835	22.5657	-0.0173	0.049	0.0113
O	6.3894	2.1926	22.7269	0.0217	0.0253	0.0008
O	3.8719	10.0712	22.6743	-0.0173	-0.0492	-0.0119
O	5.8898	7.1922	22.3993	-0.016	0.0131	-0.0143
O	8.1056	9.9528	23.0147	0.004	-0.0138	0.0124
O	3.4447	4.3593	23.1334	0.0123	-0.0144	0.0193
O	9.6357	7.7343	22.7988	0.0227	0.0385	0.0116
O	0.7158	4.6444	22.7509	0.0213	-0.0134	0.0196
O	7.7536	4.4873	22.6945	-0.0029	-0.0382	0.0149
O	-0.792	10.1032	22.6413	-0.0138	-0.0185	0.0224
O	9.1303	2.2446	22.8636	-0.013	0.0249	0.0065
Si	2.2586	8.7557	9.0341	-0.0056	0.0085	-0.0139
Si	3.1253	10.0923	16.8177	-0.0078	-0.0011	0.0088
Si	1.5007	-1.1429	19.2872	0.0004	0.0018	0.0075
Si	7.571	4.0222	13.9805	-0.0095	-0.0017	0.0078
Si	3.1219	8.9658	21.745	0.0017	0.0163	0.0144
Si	3.4479	12.8722	15.541	-0.0057	-0.001	-0.0147
Si	9.4161	9.2734	22.3141	0.0017	-0.0169	0.0076
Si	-2.8221	1.9686	12.4126	-0.0033	-0.0021	0.0077
Si	11.7115	2.9822	8.5971	-0.0034	0.0078	-0.0091
Si	2.1127	3.8842	22.3133	-0.002	-0.0143	0.001
Si	13.6551	6.7812	15.1283	-0.0001	-0.002	-0.0051
Si	4.6457	4.3604	17.2749	0.0016	-0.0066	0.0058
Si	8.5979	8.5837	11.0848	0.0074	0.0009	0.002
Si	6.3527	9.6949	12.8081	-0.0006	-0.0013	0.0099
Si	10.8527	11.8298	18.3952	0.0008	-0.0012	-0.0028
Si	0.2606	13.3378	15.8676	-0.0049	0.0002	0.0079
Si	8.4228	8.0036	19.7535	-0.0061	0.0076	-0.0008
Si	5.4465	7.2708	20.8228	-0.0019	0.0076	-0.0085
Si	-0.7985	9.0025	9.0301	0.0162	0.0141	-0.0074
Si	9.2143	17.4559	13.3889	0	0.0037	-0.0021
Si	3.3183	16.0797	19.748	0.001	-0.0063	0.0017
Si	7.6986	4.2323	17.1917	-0.0022	-0.0011	-0.0019
Si	9.8161	16.5376	18.8542	0.0008	0.0016	-0.0075
Si	6.5618	8.9945	8.9793	-0.0002	0.003	-0.0103
Si	4.3216	9.5552	10.9328	-0.0056	-0.0087	-0.0017
Si	-0.5818	0.565	13.4911	-0.0021	-0.0041	0.001
Si	1.1082	6.8575	18.252	-0.0023	0.0005	0.0016
Si	12.0607	9.2228	15.1846	-0.0035	-0.0011	-0.0037
Si	-2.6067	2.8545	19.426	-0.0091	-0.0063	0.0004
Si	4.4013	11.9429	12.6131	-0.009	0.0019	0.0048
Si	11.7961	4.788	14.0418	0.004	-0.0044	0.001
Si	6.1236	3.0558	11.6317	-0.0063	0.0106	-0.0018
Si	7.4086	8.277	15.2858	-0.0021	-0.0005	0.0043
Si	5.9285	3.9112	8.7124	0	-0.0127	0.0079
Si	4.6402	7.3364	16.1305	0.0012	-0.0075	-0.0008
Si	11.4993	2.7546	11.6868	0.0192	0.008	-0.0099
Si	7.778	2.9229	22.2235	-0.009	-0.002	0.0101
Si	9.4992	-1.5465	17.0507	-0.0053	-0.0027	0.0006
O	-0.1373	13.0035	17.417	-0.0069	-0.0212	-0.0091
O	11.9539	1.3217	12.3667	-0.0346	0.0119	0.0089
O	2.7991	10.2268	18.4058	-0.0255	-0.0141	-0.017
O	12.0528	2.9154	10.1837	-0.0179	-0.0017	0.0257
O	10.6907	5.9661	13.796	-0.0075	-0.018	-0.0054
O	6.0678	4.0432	10.336	0.0047	-0.021	-0.0013
O	19.3776	-1.2928	12.02	-0.0189	-0.019	0.0003
O	13.2794	17.6937	16.7281	-0.0045	0.0029	-0.0064
O	3.6385	7.1138	14.8382	-0.0327	-0.0005	0.0047
O	12.7024	7.9178	14.4778	0.0184	-0.0063	0.0226
O	2.4845	4.1978	20.7777	0.002	0.0138	0.0011
O	8.2361	5.253	13.1645	0.0177	0.007	0.0152
O	8.3237	2.8904	17.9159	0.0146	0.0172	0.0246
O	7.4904	8.0744	9.9771	0.0017	0.0274	-0.0101
O	6.1924	14.7247	13.1132	0.0185	-0.0259	-0.0159
O	9.0136	9.1685	20.7387	-0.0111	-0.027	-0.0134
O	6.4664	19.9987	14.2601	0.0207	0.0014	-0.0183
O	6.7889	7.727	19.9526	0.0057	-0.0073	0.0226
O	10.8237	8.8591	16.2146	-0.0003	0.0172	-0.0184
O	7.8554	2.8344	20.5979	0.0349	0.0022	-0.008
O	11.2781	6.0798	18.3239	-0.0007	0.0045	0.0167
O	8.5878	7.3824	14.6167	-0.0089	-0.0018	-0.0199
O	8.488	2.6898	13.8472	-0.0139	0.0133	-0.0386
O	7.4176	2.0235	11.5109	-0.0126	0.0292	0.0118
O	4.2655	8.4006	20.7219	0.0051	-0.0178	0.0202
O	9.9458	12.491	19.5705	-0.0072	0.0152	-0.0159
O	12.0155	3.9422	12.6686	-0.0264	-0.0111	0.0037
O	-0.087	10.0108	13.8572	-0.0089	0.009	0.0085
O	2.2492	-4.6688	19.2502	-0.0063	-0.0038	-0.0147
O	4.6969	5.8775	20.3177	-0.0208	0.002	-0.0041
O	12.4571	8.4035	18.7174	0.0231	0.0012	0.0028
O	9.1925	6.5866	19.9957	0.0012	-0.0069	-0.0166
O	3.6986	4.0781	18.567	0.0162	0.0159	-0.013
O	6.282	7.3582	16.0505	0.0026	0.0082	-0.0041
O	-1.6322	15.0936	19.5858	-0.0295	0.0008	-0.0194
O	6.1897	4.3095	17.778	-0.0136	-0.0041	-0.0086
O	3.6775	12.5371	13.9467	0.0086	-0.0064	0.0088
O	-1.76	9.3159	10.3151	-0.0142	-0.0225	-0.0131
O	4.3641	5.9392	16.938	0.0003	-0.0038	-0.0044
O	8.176	-1.4936	16.1072	0.0141	-0.0082	-0.0055
O	9.2154	7.3812	12.0018	-0.0157	0.0015	0.0153
O	1.6674	5.3944	14.39	-0.0199	0.0129	0.0072
O	4.3185	3.2246	16.1116	-0.0139	-0.0065	0.0234
O	-0.236	14.8163	15.3484	0.0196	-0.0085	-0.0171
O	-1.7272	13.7622	11.5611	0.0099	-0.0232	0.0237
O	9.4958	0.5633	12.8678	0.0281	0.0102	-0.002
O	5.4377	9.9222	9.757	0.0032	-0.0293	0.0021
O	8.7191	5.454	17.6159	0.0071	-0.0223	0.0245
O	-0.5201	12.2774	14.9205	0.0091	0.0107	-0.0105
O	13.2963	-0.9719	15.9895	-0.0016	-0.0144	0.0057
O	4.1331	-2.1453	16.7181	-0.0039	0.0027	-0.0025
O	3.1789	8.5723	10.3616	0.021	0.0244	-0.0044
O	3.6066	10.8523	11.6662	0.0262	-0.0104	-0.0023
O	0.7314	8.8945	9.5884	-0.0095	-0.001	-0.0303
O	1.8762	13.2384	15.7258	-0.0057	-0.0083	-0.0022
O	8.9577	8.4497	18.2716	0.0121	0.0135	-0.0035
O	3.8399	11.4857	16.3373	-0.0056	-0.0012	-0.0075
O	1.942	-1.2916	20.8483	0.0121	-0.0131	-0.0246
O	9.8559	10.8884	17.5279	0.0137	-0.0145	0.0078
O	5.205	-2.1467	12.0678	0.011	0.0306	-0.0134
O	4.7202	2.2435	11.6108	0.0186	-0.0178	0.0164
O	5.8177	11.2204	13.0337	-0.0238	-0.0095	-0.0248
O	7.4757	4.2686	15.5754	0.0069	0.0057	-0.0053
O	11.9947	0.0331	19.1553	-0.0023	-0.0105	-0.0142

Results
free energy: -142877.477 eV
free energy less fixed offsets of O -569.03, Si -635.61 eV per atom: -3.777 eV

The program warned: the cutoff lies below the one the program advises for these potential files; the forces do not sum to zero within the program's tolerance; the exchange-correlation potential is rough where the density is thin.
